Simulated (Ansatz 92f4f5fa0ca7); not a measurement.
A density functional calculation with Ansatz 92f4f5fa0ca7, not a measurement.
Periodic cell of 122 atoms, Si78O44, from a study of silicon, its oxide and their interface. The atomic structure is a simulated model.

Settings: functional r2SCAN; potential files Ansatz norm-conserving; basis plane waves; wave-function cutoff 1300 eV; density cutoff ratio 4; exchange-correlation grid ratio 1; k mesh 2 x 2 x 1, shifted by 0.5 0.5 0.5 of a step; self-consistency stop 5e-08 eV per atom in the density residual; occupations Fermi-Dirac, 0.05 eV; spin none; net charge 0.

Cell vectors (angstrom)
a  10.88  0  0
b  0  10.88  0
c  0  0  17.9499

Atoms: element, x, y, z (angstrom)
Si  0.2094  -0.2397  -0.1806
Si  2.9589  2.5767  0.1151
Si  0.1018  5.3468  0.0319
Si  2.4767  8.4704  -0.037
Si  5.275  0.4278  0.0093
Si  8.2278  2.6183  -0.2264
Si  6.0665  4.9714  -0.2079
Si  8.2329  8.4003  -0.2832
Si  1.4388  1.3306  1.2885
Si  4.2191  4.1853  1.1547
Si  1.2417  6.9375  1.2889
Si  4.145  9.5328  1.1815
Si  6.8755  1.4253  1.4845
Si  9.7483  3.875  1.2963
Si  7.1232  6.8631  1.2135
Si  9.3717  9.6668  1.2951
Si  0.0714  2.5535  2.5937
Si  2.7275  -0.0909  2.6933
Si  -0.1701  8.2492  2.6896
Si  2.7621  5.563  2.4238
Si  5.4044  2.731  2.8029
Si  8.2088  0.1377  2.8697
Si  5.5137  8.0794  2.3539
Si  8.3187  5.4419  2.4487
Si  1.3892  4.0356  3.7555
Si  4.055  1.2765  4.133
Si  1.1679  9.6625  3.8771
Si  4.0896  6.7234  3.8511
Si  6.8288  4.1267  3.8225
Si  9.6904  1.3368  4.2889
Si  6.7627  9.5171  4.0044
Si  9.6142  6.7532  4.0547
Si  -0.1346  -0.2827  5.5732
Si  2.6378  2.7783  5.4525
Si  0.0139  5.2134  5.3229
Si  2.7069  8.1729  5.0103
Si  5.5889  -0.0112  5.415
Si  8.1114  2.7839  5.293
Si  5.5037  5.3142  5.3075
Si  8.0951  8.1018  5.5936
Si  1.1437  1.2518  6.7328
Si  4.0994  4.0657  6.6303
Si  1.4994  6.7723  6.4621
Si  3.8958  9.591  6.5229
Si  6.8138  1.5094  6.6026
Si  9.2869  4.0726  6.751
Si  6.4775  6.9196  6.8749
Si  9.4859  9.4375  7.0215
Si  -0.1639  2.5755  8.0731
Si  2.6381  -0.0291  8.2254
Si  0.0575  8.0077  7.8859
Si  2.9005  5.4574  7.9786
Si  5.3849  2.8568  8.115
Si  8.1826  0.1772  8.1145
Si  5.149  8.2963  8.2698
Si  7.9222  5.59  8.0527
Si  1.0743  4.2379  8.9853
Si  4.3287  1.3047  9.4943
Si  1.3668  9.126  9.4381
Si  3.7239  7.1135  9.7336
Si  6.9021  3.942  9.5893
Si  9.2621  1.8347  9.5555
Si  6.2704  10.074  9.2199
Si  9.9623  6.5798  9.2963
Si  2.2277  2.2585  11.4252
Si  1.0261  4.0296  13.084
Si  5.3737  -2.2831  14.0377
Si  5.8057  5.8512  11.7641
Si  1.9674  4.1084  15.7844
Si  -1.4511  11.9216  15.3666
Si  7.2281  8.4658  11.7428
Si  -4.1675  10.4892  15.8502
Si  -4.4723  5.8614  14.8062
Si  -0.3729  12.6444  12.3882
Si  3.0112  6.9538  15.2563
Si  -0.7908  8.5288  11.5193
Si  -1.7464  6.3541  15.5505
Si  11.2687  7.0835  13.677
O  -0.429  0.0737  -1.5679
O  -1.9372  2.3017  -1.6785
O  2.874  2.8399  -1.6021
O  1.274  4.4146  -0.7225
O  -0.8476  5.5505  -1.2842
O  1.5549  9.6655  -0.7735
O  3.2252  7.6094  -1.2291
O  5.9831  0.7993  -1.4699
O  0.8767  5.5898  -5.0325
O  7.0216  3.661  -0.6473
O  5.5589  5.4021  -1.7803
O  6.9458  9.3543  -0.9285
O  0.1721  5.4333  9.5292
O  1.7345  3.2219  10.1706
O  5.5224  0.2837  10.1047
O  3.5783  1.4619  10.9584
O  2.404  7.959  10.2118
O  -1.4563  12.1658  11.144
O  4.4953  6.509  11.0846
O  5.963  8.9835  12.6149
O  6.1441  4.44  10.9812
O  8.1375  2.9012  9.9744
O  12.0245  1.2633  11.9531
O  6.9668  8.9446  10.2312
O  8.9261  7.7767  16.3092
O  10.8002  9.5923  10.3171
O  -0.7359  11.8401  13.9263
O  -1.3373  7.0964  10.812
O  9.7808  6.802  14.2199
O  7.854  5.2733  15.0658
O  5.7556  -5.5506  13.3853
O  7.1171  17.7097  11.7968
O  0.8642  3.6193  14.623
O  -5.5259  9.9357  14.9513
O  -0.4207  3.4282  12.5361
O  1.4582  7.4468  14.8672
O  -4.4149  7.5346  14.7959
O  2.3793  3.5085  12.5344
O  -2.1601  19.924  12.1803
O  -2.7286  10.9144  15.1827
O  4.0475  7.557  14.0333
O  2.87  5.3942  15.3655
O  0.2533  8.3103  12.7385
O  3.9604  12.2221  17.7861

Results
free energy: -29605.498 eV
free energy less fixed offsets of O -463.61, Si -117.95 eV per atom: -6.558 eV
pressure: -1.69 GPa
stress xx, yy, zz, yz, xz, xy (GPa, positive in tension): 1.2, 0.76, 3.11, -0.58, 0, 0.6

Forces (eV/angstrom), in the order of the atoms: element, x, y, z
Si  2.7865  -1.1624  1.5165
Si  0.4414  0.2736  -3.0578
Si  0.5656  -1.2916  -1.3239
Si  -0.3596  0.5349  -1.0806
Si  -0.1744  1.0226  0.6438
Si  -0.4948  1.6876  1.1638
Si  -0.2308  0.08  -1.6531
Si  -2.1213  0.3422  -0.7077
Si  -0.5189  -0.9034  -0.8865
Si  0.3838  -0.2053  0.5769
Si  -0.1453  0.804  -0.2367
Si  -0.0679  0.1476  -0.2462
Si  0.061  -0.3407  -0.9561
Si  -1.9052  0.5941  -1.1077
Si  -0.7109  -0.5707  -2.602
Si  1.4047  -0.1013  -0.3828
Si  0.0212  -0.7129  1.8698
Si  0.7843  1.0977  -0.7581
Si  -0.0458  -0.2431  -1.0033
Si  -0.4125  -1.0143  0.0563
Si  -0.8793  0.1977  -1.4652
Si  -0.1208  -0.5289  -0.3181
Si  -0.0654  0.1925  1.8189
Si  0.7301  -0.7887  1.6435
Si  0.5796  0.2212  1.1291
Si  -0.106  0.4215  0.1325
Si  0.5824  -1.3488  1.0695
Si  1.2936  0.4665  0.0518
Si  1.1475  0.4771  0.6487
Si  -0.7352  0.2474  -1.1517
Si  0.9671  -1.2092  -0.2778
Si  -1.3262  -0.3682  0.7862
Si  0.8559  1.2347  -0.9895
Si  -0.6599  -1.3464  -1.2397
Si  0.2965  0.8334  -0.0863
Si  -0.4915  0.6875  0.6407
Si  -1.7773  0.0146  -0.16
Si  0.4026  0.43  -0.9867
Si  -0.4311  1.6537  -0.1679
Si  -0.1857  0.2434  -1.2523
Si  1.4575  0.0007  0.6402
Si  0.2253  0.1342  0.5554
Si  -0.3501  -0.6988  0.2977
Si  0.2479  -0.6934  1.2997
Si  -0.1199  -0.626  1.7708
Si  0.678  0.2427  0.2256
Si  0.3297  -0.2499  -0.5999
Si  -1.7676  0.0977  -0.7434
Si  -0.017  1.552  -1.5181
Si  0.2725  0.2864  -0.326
Si  1.8504  -0.1469  -0.1362
Si  -1.2498  1.0031  0.9085
Si  0.7831  -0.6418  0.1314
Si  -0.792  0.504  0.4921
Si  -1.1261  0.6886  -1.6673
Si  1.557  -0.7541  1.927
Si  2.4433  -1.3728  0.4437
Si  -0.813  -1.7806  0.4026
Si  -0.3973  -0.3238  0.2102
Si  0.1909  -0.9607  -0.5081
Si  0.6705  0.4763  -0.3814
Si  -1.58  -2.1979  1.9041
Si  2.6422  -1.8722  -0.1462
Si  -2.6073  -0.6637  0.0173
Si  2.4829  3.0447  -2.0429
Si  -3.2387  2.0418  1.1138
Si  0.2776  -2.4279  2.6396
Si  1.2405  -1.8289  2.0446
Si  0.3989  -1.8854  1.1859
Si  0.6597  -3.155  1.4522
Si  0.3894  -0.274  -0.5629
Si  0.8177  -3.1351  -2.1402
Si  -2.2565  0.7712  0.0644
Si  -2.8067  -1.4341  0.3389
Si  -0.9015  2.8016  -1.1871
Si  0.2127  0.4718  -2.006
Si  -1.7465  -2.1611  2.189
Si  2.0473  -3.7631  1.2594
O  -2.1465  2.5201  -2.7833
O  0.4138  -0.5779  -0.4003
O  -1.1069  1.2765  0.1156
O  -0.6534  1.023  0.6497
O  -0.8351  0.6788  -0.9153
O  -1.0967  -0.2972  1.9205
O  0.4034  0.011  -0.3034
O  -1.0789  2.0051  2.4682
O  -0.3211  3.9944  0.6797
O  -0.2209  0.8959  0.9898
O  0.3501  0.4878  0.3191
O  1.2736  -0.2711  0.3657
O  -0.0422  -0.4704  0.9625
O  -0.1168  -0.1656  -0.0761
O  -0.9604  1.146  -0.4548
O  -1.1216  1.5126  0.5133
O  -0.9215  1.3556  -0.4211
O  2.7502  0.3988  1.5617
O  -0.3339  0.3169  -0.3529
O  0.1383  0.3326  -0.5023
O  0.4143  0.4779  -0.8659
O  -1.8632  1.8664  -0.56
O  -2.0553  -0.91  0.9527
O  0.2698  0.4217  0.3628
O  -0.7551  0.343  1.1417
O  0.9346  -2.1842  2.0655
O  0.526  2.5956  -2.708
O  1.6938  1.5683  -0.2982
O  1.3601  -0.0244  -1.6958
O  3.4615  2.0748  1.0207
O  -0.2782  0.8404  -0.7391
O  -0.6158  0.4843  -0.3983
O  1.8579  0.6434  2.7436
O  1.6771  -0.5597  -0.2444
O  1.0681  -2.4794  -0.7579
O  -0.0379  -0.5594  -1.0375
O  -0.4549  -0.3591  -0.9332
O  1.9913  -2.372  -1.3163
O  -1.4858  0.0383  0.0405
O  -1.6562  -0.2109  0.0844
O  -0.7452  0.7793  1.6139
O  -0.0099  -1.9475  -0.6006
O  0.1168  1.3809  -2.3976
O  0.7714  -0.919  0.9956
